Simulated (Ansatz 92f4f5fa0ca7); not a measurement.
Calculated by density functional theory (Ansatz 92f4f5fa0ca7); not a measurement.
Periodic cell of 256 atoms, Si144O112, from a study of silicon, its oxide and their interface. The atomic structure is a simulated model.
Doubt: the cutoff is far below the 930 eV that the study's wrapper takes by default for these files, so forces and energies are approximate.
This geometry differs little from another in the collection (a relaxation step or a small displacement).

Settings: functional PBE; potential files Ansatz PAW; basis plane waves; wave-function cutoff 580 eV; density cutoff ratio 5; exchange-correlation grid ratio 1; k mesh 1 x 1 x 1, Gamma-centred; self-consistency stop 5e-08 eV per atom in the density residual; occupations fixed; spin none; net charge 0.

Cell vectors (angstrom)
a  10.938  0  0
b  0  10.938  0
c  5.3342  4.8172  38.4458

Atoms: element, x, y, z (angstrom)
Si  6.9694  3.2224  31.0326
Si  9.7009  5.9343  31.0133
Si  6.4817  9.2015  30.9354
Si  9.1763  0.9791  31.0057
Si  0.967  3.6845  30.9956
Si  3.7013  6.4811  30.9757
Si  12.3662  8.6787  30.9053
Si  4.2008  0.4564  30.9383
Si  8.1001  4.8102  32.3367
Si  10.8297  7.5434  32.2982
Si  8.0406  -0.6193  32.3056
Si  10.7776  2.1044  32.3234
Si  2.5816  4.8485  32.2724
Si  5.3231  7.6031  32.2687
Si  13.5341  10.2616  32.2504
Si  5.3329  2.0618  32.2713
Si  6.6896  6.2013  33.6356
Si  9.4316  8.9227  33.6349
Si  6.6842  0.7262  33.6894
Si  9.4376  3.4517  33.7143
Si  12.1745  6.1864  33.6882
Si  14.8948  8.9314  33.6729
Si  12.1753  11.6471  33.6325
Si  3.9612  3.4559  33.6245
Si  5.3342  4.8172  35.0275
Si  8.0687  7.5517  35.0275
Si  5.3342  10.2862  35.0275
Si  8.0687  2.0827  35.0275
Si  10.8032  4.8172  35.0275
Si  13.5377  7.5517  35.0275
Si  10.8032  10.2862  35.0275
Si  13.5377  2.0827  35.0275
Si  1.3673  -1.3673  3.418
Si  4.1018  1.3673  3.418
Si  1.3673  4.1018  3.418
Si  4.1018  -4.1018  3.418
Si  6.8362  -1.3673  3.418
Si  -1.3673  1.3673  3.418
Si  6.8362  4.1018  3.418
Si  -1.3673  6.8362  3.418
Si  2.7992  -0.0931  4.7048
Si  5.5211  2.6742  4.7531
Si  2.7278  5.4725  4.7741
Si  5.5049  -2.7675  4.843
Si  -2.7288  0.0717  4.8388
Si  -0.0268  2.7167  4.7971
Si  8.1905  5.496  4.7588
Si  -0.0295  -2.7164  4.7977
Si  1.412  1.248  5.9845
Si  4.1379  4.063  6.0213
Si  1.3259  -4.129  6.1297
Si  4.0927  -1.4396  6.1798
Si  -4.132  1.3751  6.3166
Si  -1.4775  4.0797  6.1304
Si  6.7874  -4.2137  6.2477
Si  -1.2779  -1.2063  6.199
Si  0.4754  -0.2782  7.5012
Si  2.9749  2.4289  7.1786
Si  -0.2891  -5.2833  7.4016
Si  2.5597  -2.6715  7.5183
Si  5.1157  0.1751  7.5558
Si  -3.3335  3.3449  7.4263
Si  5.7511  4.9908  7.411
Si  -2.7331  -3.2702  7.9124
Si  6.7014  3.45  36.3948
Si  9.4359  6.1845  36.3948
Si  6.7014  8.919  36.3948
Si  9.4359  11.6535  36.3948
Si  12.1704  3.45  36.3948
Si  3.9669  6.1845  36.3948
Si  12.1704  8.919  36.3948
Si  14.9049  11.6535  36.3948
Si  8.0687  4.8172  37.762
Si  10.8032  7.5517  37.762
Si  8.0687  10.2862  37.762
Si  10.8032  2.0827  37.762
Si  2.5997  4.8172  37.762
Si  5.3342  7.5517  37.762
Si  13.5377  10.2862  37.762
Si  5.3342  2.0827  37.762
Si  1.3673  1.3673  0.6835
Si  4.1018  4.1018  0.6835
Si  1.3673  6.8362  0.6835
Si  4.1018  -1.3673  0.6835
Si  6.8362  1.3673  0.6835
Si  -1.3673  4.1018  0.6835
Si  6.8362  -4.1018  0.6835
Si  -1.3673  -1.3673  0.6835
Si  0  0  2.0507
Si  2.7345  2.7345  2.0507
Si  0  5.469  2.0507
Si  2.7345  -2.7345  2.0507
Si  5.469  0  2.0507
Si  8.2035  2.7345  2.0507
Si  5.469  5.469  2.0507
Si  8.2035  -2.7345  2.0507
Si  8.0344  3.7407  24.5807
Si  2.591  9.7423  20.0685
Si  11.4525  3.4508  21.5794
Si  4.7501  -2.1502  14.8854
Si  11.1792  4.314  24.6581
Si  -1.349  -1.9809  17.1758
Si  6.9908  5.333  22.1429
Si  1.2382  -4.738  13.197
Si  -2.519  4.0253  12.7036
Si  -2.3092  3.0037  15.4483
Si  3.874  -4.7527  9.6601
Si  3.9911  -0.4298  12.6061
Si  -1.8039  -3.9651  13.1186
Si  1.0576  0.741  12.8884
Si  -0.6956  0.2832  10.2884
Si  3.1144  1.7448  21.0742
Si  5.965  0.0169  10.4463
Si  3.6622  -2.8112  17.7766
Si  0.8187  -4.0491  17.5598
Si  7.9234  7.3673  28.7796
Si  13.2407  0.5533  23.7248
Si  8.8743  7.5789  22.0664
Si  10.3191  4.6594  19.0229
Si  7.8893  2.3797  10.3094
Si  3.7063  -3.3102  12.2999
Si  2.4054  4.951  15.7949
Si  13.2022  1.7756  28.769
Si  2.7234  2.7528  25.8601
Si  6.1351  2.6857  20.7481
Si  -2.6811  -2.0542  10.6967
Si  10.9818  7.2815  24.2607
Si  10.4615  9.404  20.0539
Si  1.4966  4.1277  9.4197
Si  7.4884  1.0779  23.2146
Si  5.1555  7.0156  24.1157
Si  5.3014  -5.2026  17.1073
Si  5.6644  5.1614  28.8536
Si  2.6476  8.6167  23.0615
Si  -0.7206  0.5525  15.4295
Si  7.3653  3.6911  18.2437
Si  0.3878  3.0359  16.6082
Si  10.3819  0.76  22.2239
Si  9.4056  8.9186  26.4307
Si  5.2422  4.5518  25.9098
Si  0.4667  3.4605  12.0766
Si  7.2669  9.2987  24.1419
Si  10.9329  -0.4226  28.7233
Si  7.3396  -3.3983  15.7253
O  7.7752  -3.0691  9.4958
O  3.8321  -1.7966  11.7348
O  9.6161  3.8923  25.0455
O  3.7464  7.5439  23.5357
O  6.7628  6.2855  28.4368
O  2.0612  -7.8421  8.3362
O  13.5106  7.5721  30.4198
O  11.2781  5.0765  8.8001
O  3.2563  -3.4907  8.7899
O  10.3996  -0.1888  20.9276
O  5.0711  4.4932  27.5128
O  4.6141  -0.733  14.0915
O  12.8992  2.9146  21.0067
O  19.1157  14.2164  8.9899
O  12.5235  2.959  29.6589
O  -1.7618  1.4525  10.6421
O  9.806  0.2906  29.6554
O  8.7013  4.4757  18.8059
O  5.34  10.2965  30.4192
O  5.1576  -5.4175  8.8894
O  4.4127  5.8253  29.6489
O  1.8843  3.4054  16.0204
O  9.0762  6.6554  29.6776
O  8.2954  9.5356  25.396
O  1.499  -1.4896  8.0366
O  7.4799  3.3332  11.5721
O  -0.0018  0.5561  8.8403
O  11.5853  4.0342  23.0928
O  11.6752  0.5546  23.2056
O  7.8648  3.7606  14.2216
O  9.8666  8.1691  20.9285
O  6.9216  2.53  19.3157
O  7.2453  8.6194  29.5869
O  -6.9061  1.382  7.8971
O  12.2615  3.5616  25.612
O  2.6623  0.4378  20.19
O  0.1786  0.1523  14.1306
O  -1.3453  -0.7767  16.0967
O  -1.3558  -4.1484  7.9261
O  -1.4381  -1.1566  10.1564
O  4.3635  -4.2756  11.1586
O  -2.4038  -1.7916  7.2895
O  12.113  7.9661  23.3083
O  12.0306  9.2397  19.6366
O  -0.8472  3.717  15.7399
O  6.2937  -2.2034  15.3828
O  3.4948  1.0889  29.5921
O  7.935  6.4273  21.3747
O  13.4659  1.3192  25.1205
O  2.7292  5.0574  9.9305
O  4.875  -3.8918  18.002
O  2.2771  -3.5997  18.0956
O  -2.0119  1.4623  14.9973
O  8.0707  2.1053  30.487
O  6.9974  -1.0791  11.0916
O  2.2711  -5.4311  14.2719
O  -2.1274  -2.8001  12.0331
O  0.9319  4.9952  12.1763
O  3.9321  5.1507  16.3716
O  7.9595  4.5128  23.1552
O  4.1019  3.5006  25.3318
O  6.6444  1.412  9.9696
O  8.9993  0.4947  23.0089
O  7.7112  3.024  16.7943
O  0.0283  -2.8065  16.8914
O  9.7335  6.9142  23.2805
O  0.3921  0.2517  11.4899
O  2.1057  -3.5854  12.4621
O  -2.6171  -3.6792  14.4806
O  3.7697  -2.2611  16.2173
O  -1.0665  3.3257  12.5579
O  6.3388  3.9609  29.7119
O  6.8383  4.2952  25.5621
O  10.755  6.1878  18.6317
O  5.3763  -0.5672  9.0274
O  2.7677  9.9584  23.973
O  12.0902  0.6588  28.3415
O  2.8862  2.4595  27.4436
O  8.5629  -5.3251  12.4287
O  5.832  6.1357  22.9337
O  1.1748  -5.1716  16.4696
O  10.5612  8.2479  25.498
O  0.1986  1.4075  16.5009
O  9.5775  9.5445  18.6955
O  6.6085  -0.1901  23.7498
O  6.4522  -4.7409  16.0337
O  6.2677  4.2674  21.155
O  0.7921  3.1473  10.518
O  -0.2203  -4.0819  13.5694
O  6.0984  8.2569  24.5933
O  3.6778  9.3149  18.906
O  8.6218  7.8594  27.3965
O  10.7947  4.8057  30.4751
O  7.9596  8.7354  22.765
O  4.428  -3.3533  13.7873
O  11.4498  5.8905  24.9452
O  3.2687  1.2731  22.625
O  0.2066  3.5269  18.1608
O  4.9239  0.4788  11.6288
O  10.3474  2.264  21.6316
O  2.9155  9.0126  21.4964
O  4.8654  6.0501  25.3874
O  1.2271  2.3666  13.0026
O  7.6191  2.1817  24.3943
O  11.6286  9.2717  29.5417
O  6.8225  1.7046  21.8608
O  6.0374  4.6437  18.0639
O  4.5518  2.3178  20.565
O  -2.6722  -2.9213  16.9837
O  10.175  10.0184  27.3643
O  2.5653  0.2093  12.9381
O  10.8036  4.5486  20.5759

Results
free energy: -155248.111 eV
free energy less fixed offsets of O -568.88, Si -635.61 eV per atom: -5.711 eV

Forces (eV/angstrom), in the order of the atoms: element, x, y, z
Si  0.0119  -0.0098  -0.011
Si  0.006  -0.0064  -0.001
Si  -0.0025  0.0065  0.0013
Si  -0.0114  0.0121  -0.0111
Si  -0.0082  0.005  -0.0079
Si  -0.0044  0.0047  -0.003
Si  -0.0005  -0.0009  0.0053
Si  0.0007  -0.0024  0.0011
Si  0.0059  -0.005  0.0027
Si  0.008  -0.0063  0.0018
Si  -0.0088  0.0056  0.0043
Si  -0.0047  0.006  0.006
Si  -0.0072  0.0052  0.0053
Si  -0.0022  0.0066  0.0031
Si  0.0048  -0.0067  0.0006
Si  0.0079  -0.0067  0.0041
Si  0.0004  -0.0024  0.0045
Si  -0.0002  0.0003  0.0047
Si  0.0024  0.0026  -0.0037
Si  -0.0013  -0.0016  -0.0008
Si  -0.0018  0.0001  -0.0036
Si  -0.0018  0.0008  -0.0005
Si  -0.0015  0.0022  0.005
Si  -0.0003  -0.0001  0.0046
Si  -0.0405  0.0202  -0.2353
Si  -0.0258  0.0422  -0.1773
Si  -0.1015  0.0262  0.2142
Si  -0.0982  -0.0223  0.3099
Si  0.0825  0.0616  0.3335
Si  0.0799  0.0085  0.1927
Si  -0.0004  -0.0124  -0.1991
Si  0.021  0.0134  -0.2388
Si  -0.1646  -0.3253  -0.3706
Si  0.2276  -0.1999  -0.3797
Si  -0.1589  -0.0965  0.1474
Si  0.1427  0.1081  0.1416
Si  0.1816  0.0775  0.5735
Si  -0.1466  0.1605  -0.1303
Si  0.1037  -0.0498  -0.1955
Si  -0.0365  0.1898  -0.1553
Si  0.01  -0.0001  0.0094
Si  -0.004  -0.0067  0.004
Si  -0.0003  0.0001  0
Si  0.0029  -0.005  0.0012
Si  -0.0084  0.0023  -0.0038
Si  -0.0041  0.0023  0.001
Si  0.0002  -0.0004  -0.0007
Si  -0.0075  0.0046  0.0098
Si  0.0067  0.0049  -0.002
Si  -0.0019  -0.0034  -0.0018
Si  -0.0016  0.0018  -0.0018
Si  -0.0096  0.0035  0.0003
Si  0.002  0.0077  0.0008
Si  0.001  0.0046  -0.0053
Si  -0.0005  -0.0002  -0.0013
Si  0.0045  -0.0282  -0.0021
Si  -0.002  0.0033  0.0051
Si  -0.0067  0.0024  0.0084
Si  -0.0193  0.0128  0.0211
Si  0.0036  -0.0006  -0.0099
Si  -0.004  -0.0016  0.0059
Si  -0.0019  -0.0119  -0.0029
Si  0.002  0.0127  -0.0032
Si  0.028  -0.0166  0.0031
Si  0.0451  -0.0346  -0.0082
Si  0.0223  -0.0246  -0.0188
Si  -0.005  -0.0006  -0.0218
Si  -0.0243  0.0132  -0.0106
Si  -0.0151  0.0364  -0.0048
Si  -0.0217  0.0193  -0.009
Si  0.0186  -0.0149  -0.0096
Si  0.0364  -0.0218  -0.0114
Si  -0.0199  0.0253  -0.0095
Si  -0.0383  -0.0103  -0.0065
Si  -0.0244  -0.0316  -0.0316
Si  -0.0094  -0.0175  -0.0202
Si  0.0376  -0.0021  -0.0231
Si  0.0295  0.0009  -0.0243
Si  0.012  0.0326  -0.0068
Si  -0.0341  0.0299  -0.0081
Si  -0.0122  0  0.0221
Si  -0.0006  0.0445  0.0196
Si  0.0754  -0.0397  0
Si  0.0102  -0.014  0.0167
Si  0.0385  -0.0359  0.0075
Si  -0.0125  -0.0399  0.0028
Si  -0.0229  0.0065  0.036
Si  -0.0142  0.0111  0.0149
Si  0.0161  -0.0354  0.0304
Si  -0.038  -0.0647  0.0292
Si  -0.035  0.0208  -0.0108
Si  -0.1022  -0.014  -0.0305
Si  -0.0737  0.0494  -0.0279
Si  0.0694  0.0859  -0.0465
Si  -0.0584  -0.0661  0.0312
Si  0.109  0.0303  -0.0001
Si  -0.0007  -0.0033  -0.0045
Si  0.0009  0.0005  -0.0004
Si  -0.0009  -0.0029  0.004
Si  -0.0022  0.0001  0.004
Si  -0.0005  0.0008  -0.0016
Si  -0.0004  0.0008  0.0019
Si  0.0013  0.0003  -0.0011
Si  0.0004  -0.0022  0.0031
Si  0.0001  -0.0006  0.0008
Si  -0.0016  0.0006  0.0048
Si  -0.0071  0.0037  -0.0026
Si  0.0031  0.002  -0.0012
Si  -0.0017  -0.0001  0.0008
Si  -0.0016  0.0018  0.0018
Si  -0.0017  -0.0017  -0.0014
Si  -0.0005  -0.0001  -0.0017
Si  0.0015  0.0018  -0.0034
Si  0.0004  0.0015  0.0037
Si  -0.0003  -0.0001  0.0038
Si  0.0012  -0.0021  0.0047
Si  0.0016  -0.0008  -0.0027
Si  0.0006  0.0041  -0.0017
Si  -0.0005  0.0009  -0.0006
Si  -0.0004  -0.0065  -0.0005
Si  0.0003  0.0006  -0.0003
Si  -0.0008  0.0011  0.0051
Si  -0.0006  0.0027  0.0049
Si  -0.0024  0.001  -0.0041
Si  0.001  0.0004  -0.0003
Si  0.0007  0.0019  -0.0045
Si  0.0005  0.0011  -0.0035
Si  -0.0029  0.0117  0.0086
Si  -0.0051  -0.0013  -0.0135
Si  0.0039  0.0028  0.0025
Si  0.0005  -0.0008  -0.0019
Si  0.0004  -0.0005  0.0041
Si  0.0016  -0.0052  0.0041
Si  -0.0011  -0.0013  -0.0012
Si  0.0002  0.0003  0.0042
Si  -0.0004  0.0004  0.0011
Si  -0.0008  0.0002  0.0046
Si  -0.0089  0.0029  -0.0238
Si  -0.0007  0.001  -0.0021
Si  0.0026  -0.0013  -0.0017
Si  -0.0003  0.0004  -0.0004
Si  -0.0006  0.002  -0.0037
Si  -0.0025  0.0024  0.0055
Si  0.0013  -0.0005  0.0051
O  0.0032  -0.0013  -0.0072
O  -0.0007  -0.0009  0.0018
O  -0.0003  0.0018  0.0042
O  -0.0005  0.001  0.0042
O  0.0009  0.0016  0.0026
O  0.0078  -0.0007  0.0016
O  0.0033  -0.0044  0.0037
O  0.0056  -0.0034  -0.0029
O  -0.0014  0.0032  0.0031
O  0.0004  0.0052  0.0158
O  0.0009  0.0013  0.0004
O  0.0005  0.0004  -0.0002
O  -0.0036  -0.0001  0.0045
O  0.0023  0.0031  0.0062
O  -0.0031  0.0006  0.0113
O  -0.0023  0.0039  0.0018
O  -0.0001  0.0031  0.0125
O  -0.0001  0.0006  0.0015
O  0.0035  -0.0038  0.0036
O  0.0058  -0.0058  0.0015
O  -0.0029  0.0028  0.005
O  -0.0004  0.0002  -0.0011
O  -0.0018  -0.0022  0.0066
O  0.0002  0.0007  0.006
O  -0.0004  -0.0012  0.0023
O  0.0006  0.0011  0.0028
O  0.0021  0  0.0009
O  0.0008  -0.0017  -0.0047
O  -0.0012  -0.0003  0.0005
O  0.0004  0  -0.0005
O  0.0005  0.0115  0.0024
O  -0.0003  0.0001  0.0021
O  -0.0017  0.0009  0.0044
O  -0.0051  0.0045  -0.0016
O  0.005  -0.0018  0.0053
O  0.0012  0.0013  0.0039
O  -0.0013  0.0007  0.0008
O  -0.0001  -0.0012  0.0003
O  -0.0086  0.0148  -0.0126
O  -0.0002  0.001  0.0042
O  0  0.0005  0.0012
O  0.0002  -0.0069  0.0073
O  0.0034  0.0031  0.0031
O  -0.0039  0.0014  0.005
O  0.0008  0.0007  -0.0015
O  0.0016  0.0006  -0.0011
O  0.0019  -0.0022  0.0044
O  0.0009  0.0023  0.0036
O  -0.0015  0.001  0.0023
O  -0.0013  -0.0009  0.0028
O  0  0.0008  -0.0001
O  -0.0023  0.0003  0
O  0.0003  0.0005  -0.0011
O  -0.0024  0.0001  0.0063
O  0.0007  -0.001  0.0021
O  -0.0017  0.0019  -0.0016
O  -0.0012  0.0005  0.0013
O  0.0005  0.0022  0.0039
O  0.0004  0.001  -0.0011
O  -0.0011  0  0.0067
O  -0.0011  -0.0014  0.0046
O  0.0002  0.0017  0.0035
O  0.0066  0.0044  -0.0078
O  -0.0011  0.0015  0.001
O  0.0001  -0.0007  -0.0009
O  0.0002  0.0014  0.003
O  0.0006  -0.0005  0.003
O  -0.0008  -0.0018  0.0018
O  -0.0011  0.0007  -0.0006
O  -0.0001  0.0002  0.0001
O  0.0001  -0.0001  0.001
O  0.0039  0.0006  0.0138
O  0.0028  -0.0014  0.0011
O  -0.0001  -0.0001  0.0009
O  -0.0016  0.0026  -0.0096
O  -0.0005  0.0021  0.0025
O  0.0005  0.0007  0.0015
O  -0.0001  0.0007  0.0005
O  -0.0004  0.001  0.0021
O  -0.0017  0.0035  0.0067
O  0.0007  0.0008  0.0001
O  -0.0005  0.0012  0.0042
O  0.0004  0.0004  -0.0007
O  0.0018  -0.0004  0.0068
O  0.0045  0.0015  0.0038
O  -0.0006  0.0007  -0.001
O  0  0  0.0029
O  0.0015  0.002  0.0003
O  0.0013  0.0005  -0.0005
O  -0.0038  -0.0027  0.0042
O  0.0001  0.0004  0.0005
O  -0.0002  0.0008  0.0032
O  0.0031  0.0009  0.0036
O  -0.0001  -0.0035  0.0033
O  0.0002  -0.0009  -0.0005
O  0  0.0013  0.0052
O  -0.0022  0.0006  0.0045
O  0.0001  0.0004  0.0022
O  0.0001  -0.0017  0.0014
O  0.0033  -0.0183  0.0175
O  -0.0001  0.0001  0.0035
O  0.0017  0.0025  -0.0009
O  0.0006  -0.0001  -0.0005
O  0.0036  -0.0013  -0.0037
O  0.0036  -0.003  0.0044
O  -0.0002  0.001  0.0031
O  -0.0003  0.0004  0.0004
O  -0.0015  0.0012  0.0028
O  0.0001  0.0004  -0.0003
O  -0.0009  -0.0012  0.0011
O  -0.004  0.0009  0.0001
O  -0.0005  0.0003  0.0042

The program warned: the cutoff lies below the one the program advises for these potential files; the exchange-correlation potential is rough where the density is thin.
